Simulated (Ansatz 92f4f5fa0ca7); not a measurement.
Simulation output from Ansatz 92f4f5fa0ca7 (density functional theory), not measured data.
Periodic cell of 225 atoms, Si133O90H2, from a study of silicon, its oxide and their interface. The atomic structure is a simulated model.

Settings
functional: PBE
potential files: Ansatz PAW
basis: plane waves
wave-function cutoff: 700 eV
density cutoff ratio: 5
exchange-correlation grid ratio: 1
k mesh: 2 x 2 x 1, shifted by 0.5 0.5 0.5 of a step
self-consistency stop: 5e-08 eV per atom in the density residual
occupations: fixed
spin: none
net charge: 0

Cell vectors (angstrom)
a 10.938 0 0
b 0 10.938 0
c 0 0 33.2885

Atoms: element, x, y, z (angstrom)
Si 0.4373 -0.3496 25.9448
Si 5.3287 0.3119 25.7597
Si 2.9456 2.4034 25.7543
Si 7.946 3.0258 26.0346
Si -0.2813 5.6203 25.733
Si 5.8451 5.3202 25.8335
Si 2.6125 8.3169 25.6964
Si 8.5666 8.007 25.7635
Si 1.5009 1.2896 27.2355
Si 6.7861 1.4052 27.2432
Si 4.1101 4.1175 26.987
Si 9.591 4.1462 27.2343
Si 1.3786 6.7808 27.0269
Si 6.9698 6.8731 27.1548
Si 4.1867 9.5417 27.0107
Si 9.6743 9.5247 27.1715
Si 2.8425 -0.0922 28.5351
Si 8.2269 -0.0196 28.4873
Si 0.0421 2.6981 28.5004
Si 5.4061 2.7865 28.5232
Si 2.7454 5.4431 28.4344
Si 8.2274 5.4851 28.5757
Si 0.0577 8.1356 28.515
Si 5.506 8.1967 28.4629
Si 4.1018 1.3673 29.8703
Si 9.5708 1.3673 29.8703
Si 1.3673 4.1018 29.8703
Si 6.8362 4.1018 29.8703
Si 4.1018 6.8362 29.8703
Si 9.5708 6.8362 29.8703
Si 1.3673 9.5708 29.8703
Si 6.8362 9.5708 29.8703
Si 0 0 31.2375
Si 5.469 0 31.2375
Si 2.7345 2.7345 31.2375
Si 8.2035 2.7345 31.2375
Si 0 5.469 31.2375
Si 5.469 5.469 31.2375
Si 2.7345 8.2035 31.2375
Si 8.2035 8.2035 31.2375
Si 1.3673 1.3673 32.6048
Si 6.8362 1.3673 32.6048
Si 4.1018 4.1018 32.6048
Si 9.5708 4.1018 32.6048
Si 1.3673 6.8362 32.6048
Si 6.8362 6.8362 32.6048
Si 4.1018 9.5708 32.6048
Si 9.5708 9.5708 32.6048
Si 2.7345 0 0.6835
Si 8.2035 0 0.6835
Si 0 2.7345 0.6835
Si 5.469 2.7345 0.6835
Si 2.7345 5.469 0.6835
Si 8.2035 5.469 0.6835
Si 0 8.2035 0.6835
Si 5.469 8.2035 0.6835
Si 4.1018 1.3673 2.0507
Si 9.5708 1.3673 2.0507
Si 1.3673 4.1018 2.0507
Si 6.8362 4.1018 2.0507
Si 4.1018 6.8362 2.0507
Si 9.5708 6.8362 2.0507
Si 1.3673 9.5708 2.0507
Si 6.8362 9.5708 2.0507
Si 0 0 3.418
Si 5.469 0 3.418
Si 2.7345 2.7345 3.418
Si 8.2035 2.7345 3.418
Si 0 5.469 3.418
Si 5.469 5.469 3.418
Si 2.7345 8.2035 3.418
Si 8.2035 8.2035 3.418
Si 1.3395 1.3689 4.8114
Si 6.7945 1.3887 4.7693
Si 4.0413 4.1672 4.7446
Si 9.5625 4.113 4.8183
Si 1.3608 6.8425 4.8003
Si 6.8114 6.8421 4.7947
Si 4.0784 9.5746 4.8491
Si 9.5089 9.6256 4.6864
Si 2.6313 -0.0536 6.2357
Si 8.1541 -0.0019 6.0958
Si -0.0284 2.7481 6.2204
Si 5.3409 2.7317 6.0484
Si 2.7292 5.5031 6.229
Si 8.1301 5.4284 6.177
Si -0.1272 8.2266 5.9954
Si 5.4556 8.1954 6.2321
Si 3.7815 1.6252 7.4198
Si 9.6894 1.1224 7.4522
Si 1.5951 3.8945 7.5343
Si 6.5131 4.2052 7.4221
Si 4.3881 6.5588 7.5911
Si 9.2639 7.1229 7.3568
Si 0.8966 9.7396 7.4381
Si 7.0745 9.3799 7.496
O 9.598 6.8079 25.2306
O 4.1354 1.3535 25.2307
O 8.1904 8.2398 7.967
O 2.7035 2.7501 7.999
O 6.8934 4.1211 25.3607
O 1.4907 9.477 25.2864
O 5.486 5.3808 7.9379
O -0.1173 0.0155 7.9044
O 6.9618 3.3769 8.7809
O 6.545 10.1409 8.872
O 10.1443 6.5555 8.6217
O 1.1208 8.8486 8.8054
O 4.6065 1.0552 8.7135
O 1.0328 4.6173 8.9246
O 8.9244 1.5547 8.8545
O 3.9563 7.0403 9.1063
O 8.0333 8.8378 24.4333
O 8.7079 2.2775 24.8092
O 5.4994 6.252 24.5026
O 1.9972 2.8065 24.4563
O 10.7508 0.4282 24.6587
O 0.1881 4.7635 24.3907
O 7.2291 11.8803 20.672
O 6.223 10.7798 24.4482
Si 9.6661 1.3524 23.907
Si 4.5526 6.4554 20.5425
Si 1.0499 8.8953 10.4329
Si 17.2739 5.2581 15.854
Si 7.3254 2.1551 19.5731
Si 19.298 14.3155 12.6051
Si 11.0083 4.9641 16.8128
Si 9.2358 -0.6259 16.4605
Si 15.4057 10.5143 19.0086
Si 12.6935 3.0293 18.2776
Si 8.3522 2.9351 9.5048
Si 2.9262 8.011 18.4304
Si 11.5513 1.0992 16.272
Si 0.4219 13.6422 13.5303
Si 4.2899 2.5086 19.9985
Si 6.1208 2.4493 14.438
Si 7.0799 5.8981 18.8023
Si 5.2137 10.7735 9.5854
Si 15.1674 6.5646 23.5307
Si 17.898 10.2571 20.6643
Si 3.0558 4.3343 21.9289
Si 11.4649 9.5791 14.8206
Si 6.5637 11.5939 16.9744
Si 5.2657 8.2855 13.1003
Si 10.5296 5.2051 9.4317
Si 3.7063 6.9747 15.4707
Si 7.4769 10.1378 23.6101
Si -2.2278 8.4605 18.8318
Si -0.3912 6.7964 12.0552
Si 1.6088 10.9949 12.317
Si 11.001 6.6964 19.0268
Si 3.8392 8.1147 10.3178
Si 0.8044 3.4909 23.5541
Si 10.0771 3.7629 19.1395
Si 4.8421 11.2706 12.5472
Si 7.81 6.2938 13.4904
Si 1.3254 5.3901 14.1373
O 9.8997 7.7078 19.6562
O 5.1005 1.7237 13.3764
O 11.422 2.8243 19.3217
O 7.3808 12.4846 18.0678
O 4.1137 7.9744 14.2334
O 4.0281 0.9149 19.8256
O 2.3447 8.0473 10.9438
O -1.0838 4.0007 17.4985
O 7.7197 4.8952 12.618
O 9.4294 -1.8566 17.5094
O 5.7943 14.8984 14.9936
O 5.494 9.9136 13.22
O 10.7185 8.1622 11.1637
O 17.6496 5.0387 17.4414
O 1.3326 10.6719 15.7448
O 6.0268 12.4956 15.771
O 1.5366 7.4175 19.0965
O 19.6539 3.0542 19.7729
O 7.4865 18.3885 18.4187
O 12.6385 1.7359 17.2929
O 3.2251 11.0955 12.4313
O 3.2293 7.623 24.3002
O 19.1138 9.6498 19.7806
O 9.4224 4.0813 9.1061
O 11.9719 9.8292 13.3094
O 3.8886 2.9774 21.5236
O 4.7 7.1266 22.051
O 1.157 10.4758 10.8394
O 5.1031 6.2949 15.9179
O 18.5762 10.5525 16.3375
O -2.7907 2.7689 11.1049
O 6.636 7.4113 13.2856
O 5.8656 2.929 19.7187
O 11.0232 5.1427 15.2119
O 16.1989 10.8609 17.618
O 10.1113 11.6178 16.9633
O 0.2802 2.14 15.0582
O 3.5478 5.0839 23.3027
O 14.0439 -3.2728 16.8417
O 11.7812 8.0566 15.2641
O 5.5315 11.3824 11.0627
O 4.0913 -1.3431 9.6738
O 8.6453 11.2266 23.2057
O 4.834 7.8577 11.5763
O 10.585 2.4239 23.0652
O 3.33 5.3727 20.6972
O 7.666 5.8618 15.0796
O -0.4774 5.5318 11.017
O 9.8487 9.874 15.0041
O 0.9199 12.4404 12.56
O 6.929 9.6426 22.1645
O 1.5351 3.9035 13.4733
O 4.1386 7.4076 19.3152
O 2.687 5.8412 14.8915
O 9.9366 14.2396 13.0031
O 3.1344 9.63 18.664
O 9.2293 6.957 13.0207
O 16.9065 5.836 20.0153
O 0.8884 6.4611 13.0023
O 10.7687 6.4828 17.4022
O 16.483 9.7892 20
O 1.4787 4.0077 22.1551
O 10.6466 5.2323 19.7254
O 23.3856 4.3935 17.383
O 14.1714 3.1867 18.9345
O 7.5829 2.4621 13.7128
H 8.2591 5.3032 19.4137
H 11.3011 7.709 16.0477

Results
free energy: -135785.635 eV
free energy less fixed offsets of H -17.10, O -569.03, Si -635.61 eV per atom: -2.605 eV

Forces (eV/angstrom), in the order of the atoms: element, x, y, z
Si 0.0256 -0.0067 -0.0367
Si -0.0012 0.0308 -0.0347
Si -0.0081 -0.0341 -0.0289
Si -0.021 0.0124 -0.037
Si -0.0261 0.0028 -0.0387
Si 0.029 -0.0028 -0.0311
Si -0.0102 0.0088 -0.0444
Si 0.0081 -0.0177 -0.0311
Si -0.0231 -0.0032 0.0001
Si 0.0056 -0.001 0.007
Si 0.0004 -0.0165 0.0046
Si -0.0047 0.0068 0.0126
Si -0.0061 -0.013 -0.0019
Si 0.0087 0.0199 -0.0108
Si -0.0023 0.0134 0.007
Si -0.0045 -0.006 0.0239
Si 0.0057 -0.0089 -0.0096
Si 0.005 -0.0052 -0.0168
Si 0.0044 0.0015 -0.0184
Si -0.0073 0.0058 -0.0108
Si 0.0058 -0.0056 0.0221
Si -0.0107 0.0062 -0.0129
Si 0.0121 -0.0096 -0.0061
Si -0.0079 0.0088 0.0116
Si 0.0828 -0.0154 0.2897
Si 0.045 -0.066 -0.1181
Si 0.1862 -0.0053 -0.2109
Si -0.2035 0.0863 0.1889
Si 0.0107 -0.0509 -0.5198
Si 0.3205 0.1024 0.5195
Si 0.2461 -0.3092 0.0763
Si 0.0655 -0.0137 -0.1454
Si -0.0054 0.0273 -0.0354
Si 0.0734 0.1654 -0.0041
Si -0.0561 -0.0801 -0.0063
Si -0.0442 -0.0012 -0.0282
Si -0.0635 0.0748 0.0022
Si 0.0651 -0.0221 0.0046
Si -0.0872 0.0551 0.0154
Si 0.0665 0.0316 -0.0082
Si -0.0073 0.0372 0.0143
Si 0.0247 -0.0817 0.0065
Si -0.0042 0.0039 0.0021
Si 0.0644 -0.0273 -0.0149
Si 0.0588 -0.0776 0.0031
Si -0.0251 0.0253 0.0125
Si 0.0419 -0.0592 -0.0172
Si -0.0351 -0.0137 0.005
Si -0.0119 0.0043 -0.0103
Si 0.007 0.077 0.0256
Si -0.0865 0.0214 -0.005
Si 0.0224 0.0057 -0.0063
Si -0.0365 0.0292 0.0203
Si 0.0002 -0.0168 -0.0096
Si 0.0054 -0.005 -0.0098
Si -0.0237 0.0773 -0.0089
Si -0.015 -0.0281 0.0371
Si 0.0838 -0.0072 -0.0147
Si -0.0517 -0.1087 -0.0156
Si 0.0097 0.0104 0.0369
Si 0.0778 -0.0151 -0.015
Si -0.0183 0.0136 0.0295
Si -0.002 0.0229 0.0399
Si -0.068 -0.1553 -0.0258
Si 0.0658 0.3485 -0.3411
Si -0.2315 -0.1784 0.1634
Si -0.2987 -0.036 0.0016
Si 0.0531 0.0771 0.1536
Si 0.0168 -0.091 0.1874
Si -0.0575 0.2354 -0.1993
Si 0.0778 0.0347 0.2507
Si -0.3832 -0.1733 -0.3365
Si -0.006 0.0041 0.0049
Si -0.0016 -0.0059 0.0051
Si -0.0113 0.003 0.0047
Si 0.0011 -0.0037 -0.0096
Si 0.0121 -0.0134 0.0055
Si -0.0031 0.0059 0.004
Si -0.006 0 -0.0076
Si -0.002 0.0058 0.0154
Si 0.0056 0.0117 -0.0159
Si -0.0002 -0.0019 -0.0037
Si -0.0004 0.0031 -0.0093
Si 0.0326 -0.0025 0.0127
Si 0.0036 0.0052 -0.0107
Si 0.0073 0.0164 -0.0113
Si 0.0186 0.0022 0.0108
Si -0.0014 0.0115 -0.0127
Si 0.0051 0.0297 0.0317
Si 0.012 -0.0276 0.0295
Si 0.0187 -0.0111 0.0398
Si -0.0208 -0.0012 0.0355
Si 0.0158 -0.0195 0.0481
Si 0.0078 0.0389 0.0238
Si -0.0393 0.0051 0.0346
Si 0.0298 -0.0068 0.0365
O 0.0053 -0.0012 -0.0196
O 0.0044 0.0013 -0.02
O -0.0087 -0.0021 0.0212
O -0.005 0.0036 0.019
O -0.0043 0.0135 -0.0258
O 0.0078 -0.0088 -0.0174
O -0.0062 -0.0038 0.0111
O -0.0046 -0.0081 0.0318
O 0.0139 0.0094 -0.0061
O -0.017 -0.0081 -0.0111
O -0.0144 -0.0198 -0.0012
O 0.0078 0.0261 -0.0011
O -0.0098 -0.013 -0.0064
O -0.0121 -0.0033 -0.0121
O 0.0012 0.0168 -0.0056
O 0.0044 0.0086 -0.0033
O 0.0006 -0.0022 0.015
O -0.001 0.0039 0.0121
O -0.0264 -0.0181 -0.0038
O 0.0015 0.0099 0.0037
O 0.0034 -0.0069 0.0181
O 0.0046 0.0015 0.0107
O -0.0054 -0.0049 -0.0256
O -0.0036 -0.0094 0.0084
Si -0.0039 0.0031 0.0002
Si 0.008 -0.004 0.0003
Si -0.005 0.0057 -0.0006
Si 0.0014 0.001 0.0034
Si 0.0053 -0.0044 0.0039
Si -0.0011 -0.001 -0.0024
Si 0.0009 -0.0156 -0.0028
Si -0.0026 -0.0067 -0.0035
Si -0.0012 0.0021 0.0005
Si 0.0002 -0.003 -0.0132
Si 0.0075 0.0049 -0.0016
Si 0.0048 -0.0025 -0.0053
Si -0.0028 0.0014 0.0032
Si 0.0007 0.0031 -0.0038
Si -0.0096 -0.0041 0.0054
Si -0.0032 0.0004 -0.0002
Si 0.002 -0.0052 0.0047
Si -0.0046 -0.0017 -0.0007
Si 0.0028 -0.0065 0.0046
Si 0.0016 0.0002 0.0016
Si 0.0017 0.0025 0.0025
Si -0.0095 -0.0139 -0.001
Si 0.0016 -0.0049 -0.0063
Si 0.0006 0.0018 0.0034
Si -0.0076 -0.01 -0.001
Si -0.0059 0.0042 0.0047
Si 0.0002 0.0047 -0.0065
Si 0.0003 0.0042 -0.0039
Si -0.0004 0.0023 0.0009
Si -0.0009 -0.0016 -0.0079
Si 0.0027 0.0065 0.0163
Si 0.0011 0.0053 0.0023
Si -0.0008 -0.0037 -0.0089
Si 0.0003 0.0078 0.0002
Si 0.0003 -0.0001 0.0002
Si 0.0026 0.0011 -0.0001
Si 0.0083 0.0028 -0.0035
O 0.0026 -0.0092 -0.0306
O 0.0097 -0.0122 -0.0063
O 0.001 0.0197 -0.0196
O -0.019 -0.0045 0.0119
O 0.0146 -0.0118 -0.0085
O 0.0148 0.0014 -0.0141
O 0.0078 0.0215 -0.0243
O 0.0365 0.0222 0.0313
O 0.0112 -0.0152 0.0189
O -0.0175 0.0212 0.0038
O 0.0226 0.0071 -0.0043
O -0.0206 -0.0043 -0.0201
O 0.0126 -0.0171 0.0039
O 0.0072 0.016 0.0035
O -0.0446 -0.005 -0.0178
O 0.0158 -0.0045 0.006
O 0.0019 0.0042 -0.0049
O -0.0025 -0.0165 -0.0125
O 0.0161 -0.0012 0.0141
O -0.0165 0.024 0.0017
O 0.0059 -0.0019 -0.0023
O 0.007 -0.001 0.0098
O -0.0169 -0.0141 -0.0008
O 0.0025 0.0048 0.028
O 0.0041 0.0223 0.0057
O -0.0094 0.0131 -0.0315
O -0.0137 -0.0303 0.0074
O 0.0106 -0.0255 0.0111
O -0.0044 -0.0028 -0.016
O 0.0072 0.0122 0.0176
O 0.0102 0.018 -0.0022
O 0.0023 -0.0007 0.0074
O -0.0084 -0.0094 -0.0123
O 0.0249 0.0078 0.0028
O 0.0093 0.0087 0.0272
O 0.0178 -0.021 -0.0292
O 0.0177 -0.013 -0.0036
O 0.003 0.023 -0.032
O 0.0108 -0.0035 0.0181
O -0.0688 0.0114 0.0872
O -0.0239 -0.0192 0.0035
O 0.0163 -0.0074 0.0239
O -0.0111 -0.0137 0.0156
O -0.0129 0.023 -0.0039
O 0.013 0.0143 0.0174
O 0.0153 0.0019 0.0255
O -0.0308 -0.014 -0.0056
O -0.001 0.0187 -0.01
O 0.0361 0.0069 0.0306
O 0.0051 -0.0035 0.0233
O 0.0114 0.0161 0.0007
O -0.0254 0.0018 0.0068
O -0.0248 -0.0043 -0.0118
O -0.005 0.0064 0.0011
O 0.0035 -0.0084 0.0036
O 0.0171 0.0012 -0.0008
O 0.004 -0.008 -0.0126
O -0.0075 0.017 0.0009
O -0.0126 -0.0168 0.0146
O -0.0003 -0.0252 0.0175
O 0.0062 0.0254 -0.0127
O 0.0194 -0.0055 0.0193
O -0.0005 0.0002 -0.0336
O -0.0304 -0.0119 0.0023
O 0.0012 -0.0133 0.0201
O -0.0154 0.0229 -0.007
H -0.0116 0.0064 -0.0073
H 0.0571 0.0273 -0.0805

The program warned: the cutoff lies below the one the program advises for these potential files; the exchange-correlation potential is rough where the density is thin.
